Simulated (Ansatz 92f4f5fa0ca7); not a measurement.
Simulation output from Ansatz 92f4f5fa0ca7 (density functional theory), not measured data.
Periodic cell of 254 atoms, Si144O106N4, from a study of silicon, its oxide and their interface. The atomic structure is a simulated model.
This geometry differs little from another in the collection (a relaxation step or a small displacement).

Settings: functional r2SCAN; potential files Ansatz PAW; basis plane waves; wave-function cutoff 800 eV; density cutoff ratio 5; exchange-correlation grid ratio 1; k mesh 1 x 1 x 1, shifted by 0.5 0.5 0 of a step; self-consistency stop 1e-10 eV per atom in the density residual; occupations fixed; spin none; net charge 0.

Cell vectors (angstrom)
a	10.887	0	0
b	0	10.887	0
c	0	0	36.0376

Atoms and the computed forces on them: element, x, y, z (angstrom), force x, y, z (eV/angstrom)
Si	0.2872	-0.5584	0.1358	0.0003	-0.0014	-0.0027
Si	2.5605	2.9568	0.1045	0.0005	0.0004	-0.0026
Si	0.4705	5.3294	-0.0881	0.0005	-0.0015	-0.0028
Si	2.7081	8.3701	0.4287	0.0008	-0.0003	-0.0032
Si	5.355	-0.2368	-0.0288	0.0018	-0.0007	-0.0036
Si	7.8576	2.9455	0.1459	0	-0.001	-0.0025
Si	5.563	5.0473	0.214	0.0006	0.0005	-0.0013
Si	7.5915	8.3713	-0.2204	-0.0009	-0.0001	-0.0053
Si	1.3203	1.2961	1.2686	-0.0004	0.0005	0
Si	4.0482	3.9679	1.5835	0.0005	-0.0005	0.0003
Si	1.4338	6.745	1.5002	0.0001	0.0003	-0.0001
Si	4.1107	9.6389	1.6796	0.001	-0.0004	0.0001
Si	6.6647	1.3086	1.3098	-0.0003	0.0004	-0.0006
Si	9.5681	4.199	1.1843	0.0001	0.0001	0
Si	6.6756	6.8098	1.3129	0.0007	-0.0005	-0.0008
Si	9.3797	9.3247	1.228	0.0003	-0.0002	-0.0001
Si	-0.0375	2.7287	2.6004	0	-0.0002	0.0005
Si	2.6554	0.1106	2.84	-0.0003	-0.0003	0.0007
Si	-0.0996	8.0788	2.7101	0.0008	-0.0001	0.0011
Si	2.7471	5.4064	2.8757	-0.0002	0.0007	0.0008
Si	5.4145	2.5985	2.8398	0.0009	0.0001	0.0008
Si	8.1243	-0.064	2.6095	-0.0003	-0.0005	0.0009
Si	5.4389	8.1252	2.8339	-0.0005	0.0004	0.0005
Si	8.1784	5.4992	2.6294	0.0001	-0.0001	0.0001
Si	1.3226	4.0154	4.0904	0.0003	-0.0005	-0.0005
Si	4.0416	1.3548	4.2382	0.0005	-0.0005	0.0015
Si	1.2748	9.5177	4.0445	-0.0001	0	-0.0006
Si	4.081	6.7919	4.1879	0	-0.0002	-0.0003
Si	6.8206	4.0844	4.0166	-0.0004	-0.0005	-0.0008
Si	9.4875	1.3472	3.9692	0.0001	-0.0001	-0.0007
Si	6.8373	9.5044	4.0983	0.0003	0.0002	-0.0005
Si	9.4894	6.7628	4.1204	0.0001	0.0006	-0.0005
Si	-0.0445	0.0165	5.4071	0.0006	0.0002	-0.0004
Si	2.6925	2.7417	5.5283	0.0009	0.0003	0.0003
Si	-0.0205	5.3997	5.4405	-0.0004	0.0005	-0.0002
Si	2.6658	8.1778	5.4337	0.0009	-0.0008	-0.0001
Si	5.4471	-0.0469	5.4717	-0.0002	0.0007	0.0003
Si	8.1621	2.7078	5.3752	-0.0005	-0.0008	-0.0005
Si	5.4772	5.4184	5.4632	0.0002	0.0002	0
Si	8.1782	8.1624	5.4817	0.0008	-0.0004	0
Si	1.3307	1.3391	6.8175	0	0.0002	-0.0002
Si	4.0916	4.0998	6.8445	-0.0004	-0.0002	0.0002
Si	1.338	6.7922	6.786	-0.0003	-0.0003	0
Si	4.0592	9.4997	6.7986	-0.0001	0.0002	0.0003
Si	6.8102	1.367	6.7733	-0.0005	-0.0007	0.0002
Si	9.5095	4.045	6.7774	0	0.0003	-0.0002
Si	6.8108	6.7971	6.8263	0.0002	-0.0001	-0.0002
Si	9.5295	9.544	6.8189	-0.0004	-0.0001	-0.0006
Si	-0.0179	2.7239	8.1561	0.0004	-0.0006	-0.0005
Si	2.729	-0.0143	8.1541	-0.0001	-0.0001	-0.0001
Si	0.0146	8.1674	8.1591	0.0004	0.0002	-0.0004
Si	2.719	5.4792	8.169	0.0007	0	0.0002
Si	5.47	2.716	8.162	0	0.0002	-0.0002
Si	8.1622	0.0285	8.1594	0.0003	0.0001	-0.0006
Si	5.4213	8.16	8.1596	0.0001	-0.0007	0
Si	8.1834	5.4205	8.1498	-0.0002	0.0004	-0.0005
Si	1.3522	4.0962	9.4957	-0.0004	-0.0002	-0.0006
Si	4.1077	1.3441	9.4979	-0.0002	-0.0001	-0.0007
Si	1.3962	9.5091	9.5245	0.0002	0.0001	-0.0003
Si	4.0736	6.8289	9.5432	-0.0005	0.0002	0.0003
Si	6.8302	4.0825	9.5278	0.0002	0	-0.0002
Si	9.5261	1.3833	9.5307	-0.0002	0.0003	-0.0005
Si	6.7785	9.5531	9.4906	-0.0001	-0.0001	-0.0007
Si	9.5387	6.7921	9.4982	-0.0002	-0.0002	-0.001
Si	0.0431	0.0206	10.8302	0.0001	0	-0.0004
Si	2.7464	2.7306	10.7996	0.0005	0.0005	0.0007
Si	0.016	5.457	10.889	0.0003	0.0001	0.0005
Si	2.7495	8.1885	10.9451	0.0005	0.0003	-0.0001
Si	5.4501	0.0083	10.9111	0	0.0002	0.0005
Si	8.1864	2.7413	10.9225	0.0006	0.0003	0.0002
Si	5.4593	5.4624	10.85	-0.0002	-0.0001	-0.0003
Si	8.1515	8.1752	10.7934	0.0001	0.0004	0.0008
Si	1.4369	1.3728	12.1755	0	0.0005	-0.0012
Si	4.0939	4.0797	12.154	0	0.0003	-0.0008
Si	1.3766	6.8034	12.2684	0.0002	0.0005	-0.0001
Si	4.1129	9.5552	12.328	0	0.0001	0.0008
Si	6.8144	1.3778	12.2702	-0.0001	0.0005	-0.0004
Si	9.5595	4.1098	12.2809	0.0003	0.0003	-0.0013
Si	6.8	6.8584	12.1886	-0.0001	0.0005	-0.0016
Si	9.5328	9.5347	12.098	0	0.0004	-0.0029
Si	0.1131	2.7284	13.5557	0.0003	0.0001	-0.0003
Si	2.7692	0.079	13.6596	0.0002	0.0007	0.0002
Si	-0.0239	8.2258	13.5091	0.0001	0	-0.0002
Si	2.7749	5.4144	13.5673	0	0.0003	0.0002
Si	5.4304	2.7691	13.5802	-0.0002	-0.0003	0.0007
Si	8.2318	-0.0195	13.5213	-0.0001	0.0005	-0.0014
Si	5.4948	8.1893	13.6706	0.0006	0	0.001
Si	8.163	5.5273	13.5618	-0.0002	0.0003	0.0002
Si	1.6863	3.8396	14.9269	-0.0004	0.0008	0.0027
Si	3.9349	1.6605	15.0218	0.0011	0	0.0025
Si	1.1071	9.7933	14.8252	0.0012	0.0006	0.0026
Si	4.3193	6.5546	14.9073	-0.0002	0.0012	0.0011
Si	6.5556	4.3943	14.8309	0.0014	-0.0003	0.0021
Si	9.8383	1.1239	14.7784	0.0009	0.0011	0.0007
Si	7.1395	9.348	14.9314	-0.0006	0.0007	0.0031
Si	9.3104	7.1161	14.8608	0.0008	-0.0005	0.0016
Si	-2.4246	-18.7502	16.9038	0.0003	0.0002	0.0047
Si	-8.9755	12.7622	27.3652	-0.0002	0.0013	-0.0013
Si	-1.7776	13.3231	33.4527	0.0007	0.0011	-0.0048
Si	-19.0921	16.941	28.7738	0.0005	0	-0.0026
Si	-17.8648	14.2519	28.6584	0.0002	0.0006	-0.0019
Si	2.9812	-2.4289	16.9253	0.0001	0.0016	0.0067
Si	-1.3875	-19.046	23.5792	-0.0008	0.0011	0.0016
Si	-22.0381	-13.5861	21.2949	0	0.0004	0.0025
Si	11.5657	27.5084	19.963	0.0005	0.0006	0.0045
Si	-0.2104	-5.6378	17.0177	0.0005	0.0007	0.0066
Si	-4.1004	-8.8702	24.4854	0.0009	0.0006	0.0005
Si	-4.137	-4.0089	25.881	-0.0018	0.0002	-0.0012
Si	-5.957	8.6631	21.8072	0	-0.001	0.001
Si	-14.9078	-25.9998	22.8275	-0.0008	0.0014	0.0024
Si	-7.169	1.0511	30.8183	0.0005	0	-0.0074
Si	-24.2902	-8.8296	19.7113	-0.001	0	0.0055
Si	-7.1387	-0.4374	27.0085	0.0001	-0.0009	0.0038
Si	-17.5565	-4.063	34.2199	0	-0.0008	-0.0051
Si	-20.9379	-0.3989	30.5549	0.0005	0.0014	-0.0038
Si	4.9969	2.1319	22.1435	0.0011	0.0003	0.0027
Si	-12.8134	-0.0288	24.3075	0.0006	0.0009	0.001
Si	-3.8723	18.0524	33.0193	0.0012	-0.0013	-0.0077
Si	13.0125	1.9043	22.6426	0.0015	-0.0001	0.0049
Si	-4.6754	21.8187	20.1689	0	0.0005	0.0033
Si	-15.3249	-17.8535	26.9649	0.0008	0.0007	0.0006
Si	-25.3786	-7.0843	22.0326	0.0005	0.0066	0.0023
Si	22.7266	-3.3292	30.5736	0.0002	0.0011	0.0042
Si	8.123	-6.3573	31.6756	0.0003	0.0002	-0.0048
Si	22.5959	-18.3633	25.0536	0.0032	-0.0012	0.0013
Si	-23.1277	6.7923	28.7208	-0.0015	0.0003	-0.0015
Si	-23.4948	-1.9985	26.6413	0.0003	-0.0008	0.0007
Si	-19.3639	-13.7842	20.006	-0.0004	0.0015	0.0087
Si	5.9556	-0.2569	29.1991	0.0008	0.0001	-0.0022
Si	-2.9276	-1.6568	21.8236	0.0009	-0.0022	0.0046
Si	3.1067	10.119	24.0529	0.0002	0.0025	0
Si	-2.3411	-17.7371	28.8646	0.0011	0.0004	-0.001
Si	-16.4729	-0.243	17.0735	-0.0007	-0.0004	0.0049
Si	-21.5286	22.0379	33.3679	-0.0002	-0.0013	-0.0082
Si	-31.307	17.1855	33.1621	-0.0016	0.0007	-0.0049
Si	1.534	-4.566	26.0315	0.0008	0.0013	0.0034
Si	-32.6966	2.1419	29.7406	0.0017	-0.001	-0.0034
Si	-17.7778	18.4158	26.7988	0.0007	-0.0002	0.0025
Si	10.9419	-6.9085	32.134	-0.0005	-0.0018	-0.0049
Si	-1.9654	10.6842	29.1873	-0.0003	-0.001	-0.0014
Si	-21.7393	13.7018	20.8874	0.0001	0.0012	0.0048
Si	-10.6011	19.5255	24.4378	0.0005	0.0007	0.001
Si	14.2078	1.1667	33.9255	-0.0019	0.0007	-0.0053
Si	-14.2009	19.2741	30.1855	0.0019	0.0011	-0.0043
O	2.3963	0.3419	27.4671	-0.0002	0.0004	0.0002
O	-0.3793	-0.3747	34.6998	-0.0001	-0.0013	0.0051
O	-9.8744	2.1801	26.0793	0.0004	0.0025	-0.0024
O	-6.1835	5.4691	34.9343	0.0012	-0.0026	0.0034
O	-0.0854	-2.5546	22.8996	0.0004	-0.0001	-0.0009
O	-25.0628	15.3317	30.1406	0.0002	0.0012	0.0034
O	1.541	9.325	35.8279	0.0005	-0.0012	0.0009
O	6.3189	9.0542	29.401	-0.0003	-0.0001	0.0002
O	-7.4169	-8.3354	22.1003	-0.001	0.0004	-0.0011
O	-12.3747	16.1489	28.2339	0.0003	-0.0003	-0.0014
O	14.9442	-15.2093	28.0892	-0.0009	-0.0005	0.0027
O	4.1677	-23.1313	16.8891	0.0011	0.0006	-0.0006
O	-24.6323	-7.8118	32.4176	0.0006	-0.0017	0.004
O	-2.839	-3.7568	29.3011	-0.0001	-0.0001	-0.0001
O	-16.3531	29.5224	26.1313	0.0047	-0.0009	-0.0008
O	-5.4396	5.4662	15.4025	0.0004	0.0003	0.0006
O	-16.2405	-9.3744	23.5626	-0.0004	0.0005	-0.0008
O	11.1913	5.8822	18.3993	0.0002	-0.0009	-0.0038
O	11.9264	9.0333	29.936	0.0008	-0.0012	0.002
O	-4.697	35.6404	25.6648	0.0008	-0.0001	-0.0003
O	1.3335	26.6607	32.3717	0.0008	0.0002	0.0008
O	-16.3361	18.2338	33.3188	-0.002	-0.0002	0.0034
O	5.2469	1.091	20.934	0.0006	0.0004	-0.0011
O	3.5399	7.1008	16.241	0.0008	-0.0008	-0.0011
O	7.4949	-16.3814	22.0724	0	0.0036	-0.001
O	7.9012	7.8679	22.6792	0.0001	0.0042	-0.001
O	8.2235	8.2142	15.4287	0.0004	0.0003	-0.0014
N	7.821	-7.9677	23.4267	-0.0012	0.0007	-0.0007
O	-3.1552	0.6353	20.158	0.0004	0.0004	-0.002
O	-11.257	-15.1587	20.8556	0.0011	-0.0015	-0.0012
O	-11.8072	-20.589	23.8796	0.0014	0.0003	0.0002
O	-12.2284	4.1404	17.3177	-0.0006	0.001	-0.0031
O	1.1318	1.7462	21.3818	-0.0005	0.0011	-0.0011
O	-0.8372	6.4494	16.1461	-0.0008	0.0014	-0.0016
O	-14.3558	44.0704	29.2804	-0.0003	0.0001	0.0013
O	-22.663	7.837	27.5704	0.0002	0	-0.0007
O	-2.5639	10.3683	22.9056	0.0009	-0.0009	-0.0021
O	6.763	6.3151	24.381	-0.0025	0.002	0.0013
O	13.3675	11.3753	23.2791	0.002	0.0023	0.0012
O	-30.8803	-12.4947	24.4823	0.0007	0.0007	-0.0013
O	-13.3465	13.0392	34.8683	-0.0018	0.0006	0.0052
O	-4.2738	-11.6351	16.2667	0.0021	-0.0004	-0.004
O	-18.8565	-4.3279	33.3473	0.0024	0.0013	-0.0004
O	-24.7597	-2.9232	26.1938	-0.0005	-0.0006	-0.0042
O	-14.0768	11.6429	25.0583	0.0002	0.0013	0.0001
O	-3.5053	16.5244	32.5911	-0.0002	0.0002	0.0017
O	-9.7915	8.7667	20.5928	0.0012	0.0005	-0.0019
O	-40.6029	4.5359	29.1826	-0.0005	-0.0001	0.0002
O	-14.0025	3.3354	27.6539	-0.002	0.0003	0.0002
O	11.904	4.5501	16.2333	0.0016	-0.0007	-0.0016
O	33.0843	-3.6402	25.2916	0.0005	0.0002	0
O	-21.0786	4.1643	20.3091	0.0025	0.0011	-0.0025
O	-9.4027	6.2679	27.6681	-0.001	-0.0007	0.0021
O	-0.521	-7.4136	33.5781	-0.0001	-0.0012	0.0032
O	-3.0155	14.1535	20.6374	0.0012	0.0008	-0.0011
O	13.4041	-13.5463	18.4295	0.0008	0.001	-0.001
O	-27.2176	7.1852	22.2483	0.0004	0.0007	-0.0024
O	-28.3248	-10.7298	34.7477	0.0012	0	0.0028
O	-1.7419	-9.037	16.0508	0.0019	-0.0019	-0.0012
O	3.4156	19.8058	27.3548	0.0003	0.0029	0.0016
O	-12.0598	-6.0301	31.5384	0.0012	-0.001	0.0021
O	3.2707	13.6189	27.3098	0.0005	0.0005	0.0009
O	5.7005	-7.3276	21.9439	0.0008	0.0001	-0.0003
O	-21.2525	-0.6827	32.1133	0.0017	0.0004	0.0031
O	6.5139	9.5852	35.4998	0.0004	0.0009	0.0021
O	-20.0562	11.7138	33.8271	0.0014	0.0012	0.0029
O	0.4808	13.6427	31.1583	-0.0002	0.0025	0.0031
O	-3.0254	-8.553	18.2202	0	0.002	-0.0042
O	-7.1068	-2.9694	35.316	0.0007	0.0013	0.0057
O	-6.7045	-1.5165	23.0837	-0.0004	0.0022	-0.0003
O	-22.5336	3.6184	24.7768	0.0007	0.002	-0.0004
O	-18.9814	2.753	15.4907	0.0006	0.0007	0.0015
O	-17.7997	-8.5295	29.9106	0.0009	-0.0006	0.0011
O	-12.5024	-1.8832	20.8581	-0.0015	0	0.0005
O	-9.347	-29.6943	23.6912	0.0004	0.0017	-0.0011
O	5.6573	-0.0959	18.6483	-0.0004	0.0006	-0.0041
O	1.5025	-17.673	35.658	-0.0006	-0.0005	0.0006
O	14.2642	-8.352	34.7865	-0.0005	0.0008	0.0032
N	-11.3284	11.3691	29.7515	0.0016	-0.0002	0.002
O	-19.4554	6.8268	30.1278	-0.0016	-0.0017	0.0039
O	-17.0665	1.106	16.3719	-0.0004	0.0014	-0.0036
N	-4.5374	-23.1613	21.1439	0.0004	0.0024	-0.0013
O	1.7014	-1.8717	16.1236	-0.001	0.0016	-0.0016
O	-17.9884	-2.3773	20.6715	-0.0006	0.0026	-0.0037
O	2.1435	6.3974	20.2348	0.0003	0	-0.0018
O	-15.058	16.3917	26.7265	-0.0002	0.0009	-0.0016
O	-7.0473	12.2363	32.4063	0.0001	0.0007	0.0026
O	-18.763	6.892	25.6763	0	0.0003	0.0001
O	16.2186	-7.036	28.1224	-0.0011	0.002	-0.0003
O	-0.3053	-4.0587	29.9214	0.0001	0.0021	0.0024
O	-9.7732	2.384	28.6562	-0.0017	-0.001	0.0002
O	-13.9218	-3.2399	34.3445	0.0012	0.0014	0.0056
O	-36.3174	-7.1872	16.1336	-0.0008	0.0012	-0.001
O	-22.5905	-7.6135	22.1784	0.0004	0.0004	-0.0015
O	-12.9476	9.414	30.187	0	-0.0004	0.001
O	-34.0406	2.8803	29.3719	0.0001	0.0002	0.002
O	-4.1449	4.0489	35.694	0.0005	0.0003	0.0028
O	-11.7884	-19.7226	19.8097	-0.0002	0.0004	-0.0023
O	-8.6431	0.434	30.485	0.0006	0	0.0008
O	-10.8748	-32.6504	15.3607	-0.0005	0.0002	-0.0047
O	-11.9196	1.1422	32.8575	0.0002	-0.0008	0.0018
O	-28.7545	10.583	25.3963	-0.0004	-0.0024	-0.0002
O	-1.9647	-0.7188	27.6253	0	0.0001	-0.0001
O	-20.3414	-6.0883	25.5439	0.0006	-0.0006	0.0005
O	4.95	10.9637	30.4258	-0.0002	0.0004	0.0026
O	-25.3653	18.9623	31.7274	-0.001	-0.0008	0.003
O	5.1111	10.8943	27.8105	0.0002	0.0005	0.0006
N	-1.0439	-1.3215	25.1652	0.001	0.0005	-0.001
O	-10.0964	-3.4292	32.1835	-0.0009	-0.0014	0.0088
O	-10.4321	6.1873	34.5249	-0.001	0	0.0043

Results
free energy: -154114.851 eV
free energy less fixed offsets of N -386.36, O -570.45, Si -639.56 eV per atom: -5.071 eV

The program warned: the cutoff lies below the one the program advises for these potential files; the forces do not sum to zero within the program's tolerance; empty levels may hold ghost states of the PAW files; the exchange-correlation potential is rough where the density is thin.
